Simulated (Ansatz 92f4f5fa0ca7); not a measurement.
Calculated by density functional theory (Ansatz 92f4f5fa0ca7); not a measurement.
Periodic cell of 224 atoms, Si132O90As1H1, from a study of silicon, its oxide and their interface. The atomic structure is a simulated model.
Doubt: the cutoff is far below the 930 eV that the study's wrapper takes by default for these files, so forces and energies are approximate.

Settings
functional: PBE
potential files: Ansatz PAW
basis: plane waves
wave-function cutoff: 580 eV
density cutoff ratio: 5
exchange-correlation grid ratio: 1
k mesh: 1 x 1 x 1, Gamma-centred
self-consistency stop: 5e-08 eV per atom in the density residual
occupations: fixed
spin: none
net charge: 0

Cell vectors (angstrom)
a, 10.938, 0, 0
b, 0, 10.938, 0
c, 0, 0, 32.2958

Atoms: element, x, y, z (angstrom)
Si, 0.4332, -0.4196, 24.8472
Si, 5.2122, 0.2432, 24.704
Si, 2.8705, 2.3644, 24.6505
Si, 7.8427, 2.8684, 24.6997
Si, -0.2889, 5.7125, 24.8868
Si, 5.7286, 5.182, 24.807
Si, 2.6131, 8.2464, 24.8059
Si, 8.3535, 7.7721, 24.9429
Si, 1.4466, 1.2459, 26.1648
Si, 6.7353, 1.3695, 26.1422
Si, 4.0386, 4.0229, 26.0167
Si, 9.5313, 3.9878, 26.0649
Si, 1.3377, 6.8151, 26.1929
Si, 6.8522, 6.6393, 26.3076
Si, 4.1511, 9.509, 26.0824
Si, 9.5719, 9.5006, 26.0914
Si, 2.804, -0.0685, 27.5328
Si, 8.2012, -0.0096, 27.4507
Si, 0.0211, 2.6808, 27.4522
Si, 5.4236, 2.749, 27.5117
Si, 2.7386, 5.4238, 27.4658
Si, 8.2799, 5.349, 27.5715
Si, -0.0031, 8.2044, 27.5404
Si, 5.5073, 8.1688, 27.4973
Si, 4.1018, 1.3673, 28.8776
Si, 9.5708, 1.3673, 28.8776
Si, 1.3673, 4.1018, 28.8776
Si, 6.8362, 4.1018, 28.8776
Si, 4.1018, 6.8362, 28.8776
Si, 9.5708, 6.8362, 28.8776
Si, 1.3673, 9.5708, 28.8776
Si, 6.8362, 9.5708, 28.8776
Si, 0, 0, 30.2448
Si, 5.469, 0, 30.2448
Si, 2.7345, 2.7345, 30.2448
Si, 8.2035, 2.7345, 30.2448
Si, 0, 5.469, 30.2448
Si, 5.469, 5.469, 30.2448
Si, 2.7345, 8.2035, 30.2448
Si, 8.2035, 8.2035, 30.2448
Si, 1.3673, 1.3673, 31.6121
Si, 6.8362, 1.3673, 31.6121
Si, 4.1018, 4.1018, 31.6121
Si, 9.5708, 4.1018, 31.6121
Si, 1.3673, 6.8362, 31.6121
Si, 6.8362, 6.8362, 31.6121
Si, 4.1018, 9.5708, 31.6121
Si, 9.5708, 9.5708, 31.6121
Si, 2.7345, 0, 0.6835
Si, 8.2035, 0, 0.6835
Si, 0, 2.7345, 0.6835
Si, 5.469, 2.7345, 0.6835
Si, 2.7345, 5.469, 0.6835
Si, 8.2035, 5.469, 0.6835
Si, 0, 8.2035, 0.6835
Si, 5.469, 8.2035, 0.6835
Si, 4.1018, 1.3673, 2.0507
Si, 9.5708, 1.3673, 2.0507
Si, 1.3673, 4.1018, 2.0507
Si, 6.8362, 4.1018, 2.0507
Si, 4.1018, 6.8362, 2.0507
Si, 9.5708, 6.8362, 2.0507
Si, 1.3673, 9.5708, 2.0507
Si, 6.8362, 9.5708, 2.0507
Si, 0, 0, 3.418
Si, 5.469, 0, 3.418
Si, 2.7345, 2.7345, 3.418
Si, 8.2035, 2.7345, 3.418
Si, 0, 5.469, 3.418
Si, 5.469, 5.469, 3.418
Si, 2.7345, 8.2035, 3.418
Si, 8.2035, 8.2035, 3.418
Si, 1.3201, 1.44, 4.7255
Si, 6.8724, 1.3753, 4.8312
Si, 4.0772, 4.123, 4.8031
Si, 9.5744, 4.126, 4.8223
Si, 1.354, 6.8432, 4.8609
Si, 6.7584, 6.9348, 4.7103
Si, 4.0815, 9.5987, 4.803
Si, 9.5431, 9.6225, 4.7662
Si, 2.7216, 0.1382, 6.0222
Si, 8.2769, 0.0607, 6.262
Si, 0.0489, 2.755, 6.222
Si, 5.516, 2.7757, 6.1471
Si, 2.7188, 5.4546, 6.3061
Si, 8.13, 5.5948, 5.9713
Si, -0.0381, 8.3079, 6.1476
Si, 5.4825, 8.2833, 6.1996
Si, 3.9863, 1.5318, 7.446
Si, 9.8886, 1.2523, 7.6777
Si, 1.6869, 3.692, 7.6954
Si, 6.6288, 4.4951, 7.3717
Si, 4.3886, 6.6585, 7.5114
Si, 9.2154, 7.1265, 7.3516
Si, 1.1323, 10.0131, 7.3574
Si, 7.0979, 9.4025, 7.5927
O, 9.5195, 6.7854, 24.2277
O, 4.0479, 1.3013, 24.0612
O, 8.1522, 8.1927, 8.0644
O, 2.9469, 2.6695, 8.0212
O, 6.8384, 4.098, 24.205
O, 1.516, 9.381, 24.3025
O, 5.4993, 5.523, 8.0516
O, 0.0782, 0.1021, 8.1822
O, 7.643, 4.0352, 8.5703
O, 6.5804, 10.0297, 9.0555
O, 9.8514, 6.1872, 8.5664
O, 2.2287, 9.3842, 8.4136
O, 4.5683, 0.7564, 8.7949
O, 1.0428, 3.789, 9.2321
O, 9.4166, 2.078, 9.0593
O, 3.902, 7.3336, 8.9756
O, 7.2413, 8.1964, 23.7766
O, 8.1546, 2.0225, 23.2971
O, 5.2143, 5.9326, 23.4395
O, 1.9409, 2.8757, 23.3576
O, 10.9886, 0.2646, 23.3807
O, 0.5572, 5.1179, 23.603
O, 3.2073, 7.6371, 23.38
O, 6.0494, 10.5557, 23.4064
Si, 6.1602, -2.8245, 20.4146
Si, 4.1838, 6.705, 22.4595
Si, -6.7392, 15.2751, 11.7926
Si, 5.6459, 1.6522, 12.3134
Si, 5.9299, 0.4683, 9.6542
Si, -1.1178, -0.6262, 16.3243
Si, -0.0309, -0.4544, 13.4034
Si, -1.9448, 2.2252, 21.9041
Si, 5.4541, 5.0291, 14.2972
Si, 2.8822, 3.4287, 18.5745
Si, 2.16, -2.2564, 12.4099
Si, 2.083, 5.4792, 20.6208
Si, 8.0719, 2.862, 9.6029
Si, 0.1539, 8.0359, 20.4476
Si, 12.83, 3.1833, 15.9309
Si, 3.8462, -3.3139, 14.6544
Si, -1.3586, 5.6389, 13.9987
Si, -2.8921, 14.4548, 19.2584
Si, 5.796, 3.5318, 17.1686
Si, 8.5951, 6.4658, 19.4349
Si, -3.7288, -1.3966, 22.852
Si, -1.4361, 7.1793, 16.5117
Si, 7.6629, 1.2399, 17.4978
As, 3.0052, 0.8015, 20.5145
Si, 12.0864, 4.2073, 10.808
Si, 5.4538, 10.4963, 18.7621
Si, 10.0778, 10.5279, 22.2142
Si, -0.6889, -3.0105, 12.2043
Si, 1.1524, -0.9428, 18.2888
Si, 2.5278, 8.131, 9.3909
Si, -3.1622, 3.6915, 12.6406
Si, -0.1397, 6.641, 9.7967
Si, 0.7545, 3.7975, 22.6708
Si, -7.5135, 1.3427, 14.3285
Si, 12.1183, 6.0933, 15.5173
Si, 0.8391, 2.2408, 13.2385
Si, 3.5629, -0.9625, 16.3925
O, 2.235, -1.4542, 17.191
O, -2.0021, -6.0689, 19.4867
O, 4.5952, -0.2233, 17.3989
O, -2.0933, 6.1883, 15.3697
O, 0.5999, 3.2451, 11.994
O, 1.3268, -4.0033, 20.7447
O, 1.3116, 7.0715, 9.2057
O, -6.0796, 2.852, 11.509
O, 9.297, -4.1506, 12.8647
O, 5.0916, -4.3427, 14.5345
O, 2.3685, 1.6553, 13.1183
O, 4.1615, 4.4419, 13.4446
O, -4.0036, 0.2225, 18.5619
O, 3.3141, 2.5831, 15.3844
O, 4.3411, 8.706, 15.754
O, 5.7782, 4.4021, 15.7761
O, 2.3803, 7.0873, 15.116
O, 8.7363, -0.8852, 22.9879
O, -5.8204, 16.4411, 11.1225
O, 1.9513, 4.7946, 16.0806
O, 6.6948, 4.0545, 18.4708
O, 1.1422, 4.2923, 21.1838
O, 4.2969, 3.5193, 17.7791
O, 6.9108, 1.74, 9.4816
O, 0.9042, -3.3125, 12.5438
O, -0.6718, 3.0822, 22.4406
O, 6.47, 2.0908, 16.7549
O, -0.8661, 7.8873, 10.5817
O, -8.4499, 4.9505, 19.115
O, 20.6087, 7.2501, 20.3637
O, 5.7033, 0.3727, 11.2827
O, 8.7183, 6.9125, 17.8905
O, -2.9485, 2.8994, 20.7889
O, 9.1072, 4.1409, 13.5068
O, -9.1647, 2.76, 17.5269
O, -0.2759, 12.0195, 12.9283
O, -1.0895, -1.514, 12.7387
O, 0.5721, -2.2662, 19.0257
O, 3.048, 2.4777, 19.8928
O, 1.8471, 11.0373, 19.3225
O, 2.6492, 8.7577, 10.8704
O, 3.5202, -2.6325, 13.208
O, 5.6191, 8.8916, 19.0809
O, -11.0912, -0.2726, 17.5871
O, 8.5428, 0.3889, 16.4211
O, 4.9287, 7.619, 21.3399
O, 2.7101, 4.5035, 11.1564
O, -4.2313, 4.7885, 13.259
O, -6.2808, 11.2082, 20.0062
O, -0.1921, 10.5196, 15.0094
O, 6.9895, 9.214, 21.277
O, 0.2494, -5.3592, 14.2756
O, 8.6341, 13.2498, 18.3021
O, 8.1988, 3.6356, 11.0515
O, 7.1124, 2.1956, 12.8588
O, -0.0576, -1.6583, 21.5061
O, 1.4886, -0.8698, 12.9451
O, 0.1704, 6.8148, 16.5901
O, 0.1156, 5.4666, 10.8902
O, 0.7315, 2.7513, 14.8248
O, 7.1003, 6.8423, 19.9823
O, 3.3777, 5.5859, 21.5988
O, -1.6423, 8.7686, 16.2273
O, 3.0801, 0.0099, 15.1847
O, -1.3422, 0.83, 21.2498
O, -6.0472, 1.1789, 13.6714
H, -6.1985, 16.9464, 10.3754

Results
free energy: -139967.778 eV
free energy less fixed offsets of As -4856.12, H -15.97, O -568.88, Si -635.61 eV per atom: 4.032 eV

Forces (eV/angstrom), in the order of the atoms: element, x, y, z
Si, -0.1369, 0.0384, -0.2721
Si, -0.1458, 0.007, -0.1205
Si, 0.0421, 0.0044, -0.0742
Si, -0.0176, -0.0503, -0.1489
Si, -0.1323, 0.1057, -0.3978
Si, 0.0065, -0.0035, -0.1937
Si, -0.1164, 0.1057, -0.3504
Si, 0.1124, -0.1071, -0.1945
Si, -0.0793, 0.0033, -0.1013
Si, 0.068, -0.0233, -0.1804
Si, 0.0403, -0.1044, -0.2337
Si, -0.0667, 0.0301, -0.2483
Si, -0.0474, -0.0169, -0.1244
Si, -0.0086, 0.075, -0.2681
Si, 0.0514, 0.111, -0.1694
Si, 0.0539, -0.0524, -0.2867
Si, 0.0932, -0.0987, 0.018
Si, 0.0104, 0.026, 0.0245
Si, 0.1189, 0.0272, 0.0711
Si, -0.0275, 0.1212, -0.0343
Si, 0.0733, 0.0263, 0.094
Si, 0.0097, -0.0925, 0.0877
Si, 0.0035, 0.1133, 0.0267
Si, -0.0004, 0.0119, 0.0962
Si, 0.0564, -0.0886, 0.1894
Si, -0.047, -0.1077, -0.3725
Si, -0.064, -0.2301, -0.3259
Si, -0.1458, -0.3336, 0.3346
Si, -0.0722, -0.1258, -0.3074
Si, 0.1482, -0.2106, 0.2121
Si, 0.0768, -0.0255, 0.2131
Si, 0.1357, -0.0017, -0.2263
Si, 0.0478, -0.0138, -0.0311
Si, -0.0033, 0.1134, -0.0008
Si, -0.06, -0.1021, -0.0159
Si, -0.2047, -0.0439, 0.0086
Si, -0.0452, 0.1108, 0.0019
Si, 0.0558, 0.0051, -0.0272
Si, -0.1473, -0.0144, -0.0095
Si, -0.0289, -0.0301, -0.0306
Si, -0.0269, 0.0544, 0.0028
Si, 0.132, -0.0828, -0.0005
Si, -0.0063, 0.0229, -0.0213
Si, 0.0415, -0.03, -0.043
Si, 0.0847, -0.0698, -0.0122
Si, -0.0356, 0.0205, -0.0048
Si, 0.038, -0.0473, -0.0446
Si, 0.0167, -0.0131, -0.0144
Si, -0.0021, -0.0213, 0.011
Si, -0.1105, 0.0518, 0.0189
Si, -0.0338, 0.0064, 0.0407
Si, -0.0037, -0.0164, 0.0019
Si, -0.0928, 0.0809, 0.003
Si, -0.0071, 0.0147, 0.0132
Si, 0.0055, -0.0074, 0.0037
Si, -0.0094, 0.0365, 0.0425
Si, 0.0241, 0.0483, 0.059
Si, 0.0565, -0.0255, -0.0503
Si, 0.1572, 0.039, -0.0371
Si, 0.0123, 0.0166, 0.0751
Si, -0.0187, -0.1241, -0.0396
Si, 0.0172, 0.0296, 0.0686
Si, -0.0242, -0.0099, 0.0548
Si, 0.1356, 0.0013, -0.0516
Si, -0.1338, 0.1734, -0.2946
Si, 0.2077, 0.0677, 0.3043
Si, -0.0338, 0.4171, -0.3038
Si, 0.241, -0.0139, 0.2544
Si, 0.1391, 0.0639, 0.3263
Si, -0.3898, 0.1334, -0.1555
Si, -0.016, -0.1772, 0.3626
Si, -0.0932, 0.4578, -0.3834
Si, 0.042, 0.0676, -0.1024
Si, -0.0207, -0.0962, -0.0529
Si, -0.0327, -0.0752, 0.1417
Si, 0.0198, -0.123, -0.1032
Si, 0.0493, 0.0024, 0.0185
Si, -0.0594, 0.0551, -0.1281
Si, -0.015, -0.0862, -0.1229
Si, -0.0401, -0.0118, 0.0898
Si, -0.0663, -0.0264, 0.1606
Si, -0.0476, 0.0282, 0.3116
Si, -0.0529, 0.1061, 0.1586
Si, -0.0659, 0.1043, 0.2507
Si, -0.0718, -0.0326, 0.2214
Si, 0.0052, -0.0323, 0.174
Si, -0.025, -0.0307, 0.2938
Si, 0.0445, 0.0737, 0.1201
Si, 0.1248, -0.0201, 0.227
Si, 0.0819, -0.1181, 0.0577
Si, 0.071, 0.0219, 0.1905
Si, 0.0766, -0.0219, 0.0588
Si, 0.1825, -0.2689, 0.2657
Si, 0.1533, -0.0309, 0.101
Si, -0.0022, -0.0845, 0.0836
Si, 0.1471, -0.1035, 0.3256
O, 0.049, -0.085, 0.7172
O, 0.0942, -0.0685, 0.5115
O, -0.0781, 0.1391, -0.4622
O, -0.2036, 0.109, -0.2409
O, -0.0175, -0.0705, 0.4412
O, -0.0602, 0.0259, 0.4908
O, -0.0661, 0.0726, -0.5221
O, -0.0221, -0.0137, -0.5466
O, -0.0001, -0.0336, -0.0188
O, 0.0469, -0.0681, -0.3552
O, 0.0279, 0.0732, -0.1817
O, 0.0018, -0.0195, 0.06
O, -0.0532, 0.0533, -0.2221
O, 0.0569, 0.0096, -0.498
O, 0.0292, -0.0873, -0.2008
O, -0.1423, 0.0429, -0.26
O, -0.0118, -0.0005, 0.0962
O, -0.1285, 0.0912, 0.3757
O, 0.0388, -0.0185, 0.1246
O, 0.0856, 0.0108, 0.1085
O, 0.0738, -0.001, 0.3525
O, -0.0426, 0.0598, 0.2257
O, -0.0467, 0.0478, 0.3131
O, -0.0008, -0.015, 0.0588
Si, 0.0727, -0.2452, -0.3882
Si, -0.0558, -0.083, -0.107
Si, 0.0948, -0.1466, -0.0188
Si, 0.0531, 0.1336, 0.1606
Si, -0.1051, -0.0683, 0.1955
Si, 0.0751, -0.0623, -0.0383
Si, -0.1098, -0.0283, -0.0697
Si, -0.015, 0.1624, -0.2525
Si, -0.025, -0.0965, 0.0042
Si, -0.0285, 0.0053, 0.0817
Si, -0.2116, -0.0258, 0.2792
Si, -0.0477, 0.1961, -0.1912
Si, -0.1236, 0.1621, -0.0139
Si, -0.134, -0.183, -0.1829
Si, 0.0194, -0.0115, 0.1001
Si, -0.0324, 0.0138, -0.0017
Si, -0.0447, 0.0598, -0.0228
Si, 0.0722, 0.1995, 0.025
Si, -0.034, 0.0335, 0.1163
Si, 0.0235, -0.0133, 0.001
Si, -0.0716, -0.0774, -0.0732
Si, -0.0388, -0.0258, 0.0683
Si, 0.01, -0.0218, 0.0306
As, -0.0649, 0.0524, 0.2516
Si, 0.1671, -0.0298, 0.328
Si, -0.0729, -0.0642, 0.0786
Si, 0.083, -0.1163, -0.358
Si, -0.0575, -0.0257, 0.1347
Si, 0.0787, -0.015, 0.1606
Si, 0.005, 0.1716, 0.0583
Si, -0.103, -0.1397, 0.2808
Si, -0.2369, 0.1401, 0.2768
Si, 0.1122, 0.0452, -0.0174
Si, 0.0637, -0.052, -0.0135
Si, -0.0819, -0.002, -0.004
Si, 0.0585, -0.1391, 0.0169
Si, -0.0683, 0.0809, 0.0421
O, 0.0522, -0.0209, -0.0683
O, -0.0069, -0.0787, -0.0549
O, 0.0119, 0.0435, -0.0603
O, 0.0719, 0.0076, -0.0364
O, -0.0018, 0.0657, -0.1449
O, 0.0588, -0.0492, 0.0513
O, 0.0725, -0.087, -0.1332
O, -0.0385, 0.048, -0.0551
O, 0.0609, -0.0085, 0.0192
O, 0.0194, 0.0149, 0.0127
O, -0.0314, 0.0166, 0.0121
O, -0.0015, 0.089, 0.0354
O, 0.0568, 0.0255, 0.0129
O, -0.0619, 0.0119, -0.0495
O, 0.0292, -0.0248, -0.01
O, -0.0052, 0.0263, 0.0169
O, 0.0319, -0.0154, 0.0202
O, -0.0771, 0.0514, 0.1504
O, -0.1131, 0.0762, -0.1155
O, 0.0177, 0.0041, -0.0187
O, -0.0028, -0.0642, -0.0345
O, -0.0705, -0.1657, 0.1484
O, 0.047, -0.019, -0.0559
O, 0.1062, 0.097, 0.011
O, 0.0564, 0.0641, -0.0597
O, 0.0024, 0.0148, -0.0053
O, -0.0276, -0.0041, -0.0824
O, 0.1473, -0.1136, -0.1352
O, -0.0005, -0.0159, 0.0644
O, 0.0583, 0.0659, 0.0597
O, -0.0147, -0.0659, -0.2579
O, -0.0194, 0.0384, -0.0642
O, 0.1121, -0.0867, 0.1406
O, -0.0471, 0.0308, -0.0595
O, 0.0158, 0.0518, -0.1048
O, 0.0737, 0.0324, 0.0382
O, 0.0769, -0.0019, -0.0123
O, 0.0327, 0.0327, -0.0035
O, -0.0136, -0.0353, -0.1106
O, 0.0582, 0.0064, -0.0874
O, 0.0885, -0.0356, -0.1939
O, -0.017, 0.0047, -0.0822
O, 0.0123, -0.0067, 0.0644
O, -0.0858, 0.05, -0.0353
O, -0.0318, 0.0335, -0.028
O, -0.0692, 0.0007, 0.2045
O, -0.0797, 0.0655, -0.0312
O, 0.0389, 0.0412, -0.0665
O, 0.0012, -0.0235, -0.1648
O, -0.0195, 0.0003, 0.0568
O, 0.1051, 0.1825, 0.2751
O, 0.0077, -0.0249, -0.0183
O, -0.0658, -0.0366, -0.0313
O, 0.1019, -0.1297, -0.2737
O, -0.0013, 0.0441, -0.0935
O, -0.1061, 0.1935, 0.1226
O, 0.0619, -0.0597, -0.0286
O, 0.038, 0.0129, -0.0027
O, -0.0039, 0.0601, -0.0639
O, 0.0124, 0.0271, 0.0259
O, -0.0862, 0.1198, 0.0945
O, 0.0701, -0.0029, 0.1827
O, -0.0292, 0.0122, -0.0269
O, 0.0086, -0.0051, 0.0218
O, -0.0344, -0.0774, 0.0672
O, -0.004, 0.0002, -0.0099
H, 0.1128, -0.0942, 0.1887

The program warned: the cutoff lies below the one the program advises for these potential files; the exchange-correlation potential is rough where the density is thin.
